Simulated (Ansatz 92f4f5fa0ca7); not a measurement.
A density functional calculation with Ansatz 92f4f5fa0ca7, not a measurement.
Periodic cell of 200 atoms, Si117O83, from a study of silicon, its oxide and their interface. The atomic structure is a simulated model.

Settings: functional PBE; potential files Ansatz PAW; basis plane waves; wave-function cutoff 700 eV; density cutoff ratio 5; exchange-correlation grid ratio 2; k mesh 2 x 2 x 1, shifted by 0.5 0.5 0.5 of a step; self-consistency stop 5e-08 eV per atom in the density residual; occupations Fermi-Dirac, 0.05 eV; spin none; net charge 0.

Cell vectors (angstrom)
a	11.5983	0	0
b	0	11.5983	0
c	2.4364	-0.1091	26.4791

Atoms and the computed forces on them: element, x, y, z (angstrom), force x, y, z (eV/angstrom)
Si	0.9002	12.1511	0.0447	0.3445	0.1474	0.0063
Si	3.4485	3.7002	0.3692	-0.3171	-0.1083	-0.201
Si	3.6069	6.9038	-2.2068	0.2128	0.018	-0.3626
Si	5.8058	9.5441	2.9918	-0.0507	0.2069	-0.0564
Si	7.6738	2.2953	-0.4646	-0.1439	-0.076	-0.1531
Si	6.7491	7.6915	1.7934	-0.4254	0.0042	-0.4426
Si	5.4185	0.0486	-0.5817	-0.1576	-0.1936	0.6852
Si	7.2305	3.7905	-3.0838	-0.1619	0.1148	-0.1732
Si	5.9425	8.5783	-1.219	-0.155	0.0266	-0.0796
Si	4.8996	-0.1676	1.7335	-0.1034	-0.0197	-0.1588
Si	5.9429	5.6105	2.839	0.0379	0.0554	0.0829
Si	2.6279	5.8792	-0.372	-0.1033	-0.0433	0.0164
Si	11.062	4.1663	1.1836	0.2614	0.3083	-0.1107
Si	10.4853	1.8317	0.9383	-0.3637	-0.0116	-0.146
Si	9.2735	7.8031	1.9769	0.1666	0.0215	0.1546
Si	13.9637	-0.1164	1.8666	0.1763	-0.194	-0.0045
Si	13.3085	3.7318	2.0147	0.0773	-0.1896	-0.0265
Si	13.2384	7.5393	1.8009	0.3387	0.0913	0.2992
Si	5.6398	1.7132	3.0113	0.0108	-0.0589	0.2089
Si	5.5935	3.6131	1.5576	0.3306	-0.2094	-0.1168
Si	0.1126	10.3612	-1.323	0.0444	-0.1204	-0.2498
Si	9.8204	0.8609	3.0554	-0.0827	-0.1313	0.2238
Si	9.9102	5.661	2.9506	-0.0797	-0.0033	0.066
Si	9.6999	9.8647	3.2595	-0.0456	0.0955	0.0364
Si	13.5391	1.7132	3.2631	-0.0213	0.2152	0.1661
Si	13.5591	5.6842	3.2824	-0.0865	-0.0382	-0.0688
Si	13.5959	9.4855	3.1009	0.0646	0.1082	-0.0566
Si	3.8833	1.7484	4.5903	-0.0891	0.0938	0.0647
Si	4.0445	5.629	4.4103	-0.0686	0.0341	-0.0483
Si	3.9397	9.4266	4.4635	-0.0833	-0.0031	-0.0164
Si	7.762	1.5612	4.2405	-0.0458	0.0425	-0.2953
Si	7.8482	5.4297	4.2332	0.0816	-0.0489	0.0153
Si	7.6803	9.5842	4.439	0.0617	0.1833	0.0812
Si	11.5812	1.5662	4.5491	0.1749	-0.0844	-0.034
Si	11.6336	5.6025	4.5723	0.0595	-0.0198	0.0916
Si	11.6822	9.505	4.5021	0.0693	-0.1062	-0.0248
Si	3.8811	-0.2455	5.9006	0.0623	0.0466	0.0143
Si	3.9233	3.7012	5.8842	0.0523	-0.0656	0.0173
Si	3.9903	7.526	5.8188	-0.0216	0.034	0.097
Si	7.6776	-0.1724	5.8517	0.0733	-0.2205	0.1587
Si	7.8194	3.5207	5.6468	-0.0429	0.0979	0.0771
Si	7.725	7.478	5.5548	0.0622	-0.0489	0.0287
Si	11.7049	-0.2739	5.9909	-0.1047	0.0006	0.1058
Si	11.6211	3.5967	5.8411	-0.0469	-0.0286	-0.0659
Si	11.6915	7.5681	5.8501	-0.0595	0.043	0.0275
Si	5.8054	11.3581	7.2749	-0.0004	0.0545	0.0445
Si	5.9259	3.5829	7.1439	-0.02	0.0296	0.0001
Si	5.924	7.5049	7.1554	-0.0256	-0.0395	0.059
Si	9.6487	11.3366	7.1671	0.0758	0.1337	-0.117
Si	9.6758	3.6162	7.1344	0.003	-0.0832	0.0762
Si	9.6154	7.5668	6.9409	0.0904	0.1141	-0.0281
Si	13.6053	11.3612	7.3984	-0.0298	-0.0162	-0.0021
Si	13.551	3.6688	7.2777	0.0098	-0.0673	0.0112
Si	13.6705	7.5638	7.2074	-0.0483	-0.0238	-0.0203
Si	5.8293	1.6926	8.6189	-0.0643	-0.1036	0.0705
Si	5.9575	5.5382	8.4864	0.1105	-0.0043	-0.0367
Si	5.8762	9.4048	8.6369	-0.0365	0.0454	-0.0003
Si	9.6411	1.6613	8.5034	0.0904	0.0927	0.1388
Si	9.7415	5.6941	8.2959	-0.0927	-0.053	-0.1257
Si	9.635	9.3639	8.4447	-0.0349	-0.123	-0.0631
Si	13.5184	1.7358	8.7446	-0.086	0.0079	0.2643
Si	13.6809	5.6644	8.5893	-0.0008	-0.0021	0.0938
Si	13.6236	9.3892	8.7496	0.3712	0.2048	0.0383
Si	3.9322	1.7148	10.0477	0.1309	0.0055	-0.261
Si	4.0802	5.5691	9.94	0.1254	0.1325	-0.1986
Si	4.0162	9.396	10.1783	0.0105	-0.343	-0.0374
Si	8.3004	3.6635	11.0314	-0.1492	0.109	-0.3503
Si	7.9425	5.5902	9.764	-0.1459	0.1392	0.0439
Si	7.8336	9.3679	9.97	0.0559	-0.2189	0.0303
Si	11.4162	1.5262	10.0707	-0.111	-0.0359	-0.2989
Si	11.6258	6.0174	9.6857	-0.0313	0.3564	-0.0919
Si	10.7699	11.0494	11.2125	0.2312	0.446	-0.0796
Si	4.1174	3.6867	11.3396	-0.5677	-0.0365	-0.3732
Si	-0.954	3.4431	11.3267	0.203	-0.2458	-0.2661
Si	3.9353	11.3956	11.4684	-0.6296	0.1246	-0.2052
Si	8.2064	11.2461	11.3219	-0.1348	-0.1683	0.0688
Si	7.7815	1.611	9.9796	0.1964	0.1095	-0.0273
Si	7.6774	7.3895	11.3198	-0.0618	-0.0651	-0.049
Si	12.5458	10.9184	12.7175	-0.1072	0.0156	0.5039
Si	5.7496	0.3434	12.9431	0.19	-0.1876	0.2868
Si	11.5261	9.1844	9.8406	-0.3283	-0.8162	-0.065
Si	5.9713	3.4231	12.8037	0.4354	0.1391	0.5835
Si	3.086	6.5482	14.2787	0.2988	0.2146	0.2205
Si	4.506	7.3616	11.4564	0.2299	0.0794	0.0715
Si	6.3917	4.0785	15.8813	0.039	0.2245	0.3996
Si	10.9917	4.1141	13.4916	0.0299	-0.0154	0.4228
Si	9.8454	6.8217	13.7152	-0.2148	0.0249	-0.0262
Si	12.2874	8.4794	14.3843	0.0897	0.1274	0.1146
Si	2.1055	5.135	18.4814	0.0345	0.0679	0.1013
Si	13.9961	3.59	13.7394	-0.2035	-0.012	0.2399
Si	10.6489	6.275	18.1133	-0.0256	-0.064	0.2486
Si	9.2127	5.3218	15.3685	0.0657	0.1362	0.2743
Si	10.4553	6.81	23.4803	-0.0262	-0.1244	-0.1637
Si	7.3863	2.4317	18.2125	-0.0332	0.1214	0.1889
Si	0.7571	-0.5867	22.587	-0.0594	-0.0267	-0.1571
Si	1.048	12.1216	17.5831	0.0099	-0.2272	0.1387
Si	5.2158	1.6122	25.449	-0.0919	0.1784	-0.0423
Si	3.8221	8.4796	23.0659	-0.1112	-0.2632	-0.0707
Si	10.8888	8.7673	21.248	-0.0571	-0.0619	0.0189
Si	14.2321	5.6549	25.8587	0.0734	0.0573	0.0334
Si	4.5407	9.5853	20.2241	-0.0353	-0.0114	-0.1678
Si	2.7937	2.0649	17.8336	0.5041	0.5573	0.2721
Si	13.2722	-1.6447	19.9394	0.0402	-0.1284	-0.0908
Si	3.8255	1.055	15.1525	-0.0748	-0.0607	0.5509
Si	4.9514	1.1136	19.8773	-0.002	-0.0827	-0.1134
Si	6.6206	7.7905	18.7007	-0.012	-0.1154	0.0234
Si	1.981	7.686	27.0135	0.0605	0.1807	-0.5266
Si	-0.3724	1.9697	21.3496	-0.0672	0.0385	0.1168
Si	1.3344	11.072	15.5479	-0.2423	-0.3013	-0.3093
Si	4.6381	2.6809	22.4479	0.1118	0.1892	0.095
Si	9.9881	12.2449	18.6513	-0.0497	0.0455	0.0923
Si	1.9484	4.0726	21.3949	-0.1234	0.1732	0.055
Si	8.2348	5.1903	19.6537	-0.0344	0.0938	0.0042
Si	4.5462	6.3484	16.8943	-0.0292	0.1319	0.1303
Si	1.7273	6.2835	23.7008	0.0313	-0.164	-0.1014
Si	9.41	9.0715	18.7516	-0.0482	-0.1277	0.2601
Si	7.1611	4.5127	22.5531	0.1146	0.0983	0.0491
O	0.8404	2.9704	20.8757	0.0031	-0.0409	0.004
O	6.9754	3.3067	0.6181	-0.2305	0.1753	0.1575
O	6.2621	7.8868	0.2142	0.1904	-0.1179	0.2151
O	4.4342	8.2074	-1.6874	0.0387	-0.0041	0.1029
O	9.0886	1.6471	0.0193	0.1711	0.0556	0.1146
O	3.7664	9.4821	24.349	-0.0135	0.1823	0.1895
O	2.6307	3.7063	12.1332	0.0685	0.0249	0.0658
O	11.4855	4.7486	10.7002	0.0399	-0.2045	0.1095
O	11.527	7.5416	10.4071	-0.0311	0.2898	-0.2134
O	12.41	3.5605	14.1012	0.071	0.0505	-0.0219
O	5.2441	0.5258	14.519	0.1332	0.0351	-0.2439
O	3.928	1.7245	16.659	-0.0901	-0.0842	-0.2632
O	5.8013	3.6767	14.421	-0.0942	-0.1297	-0.3652
O	7.1348	11.0486	12.6617	0.1634	0.2664	-0.2008
O	7.3966	4.1358	12.3839	-0.0315	-0.2211	-0.0135
O	6.1216	7.3501	11.9498	-0.2812	0.0205	-0.3743
O	8.7535	7.3277	12.5818	0.1857	-0.0111	0.1205
O	12.1822	11.6467	14.1745	0.1063	-0.1009	0.0205
O	6.2523	1.8366	12.5021	-0.0644	0.0063	0.0801
O	12.7562	9.2996	13.043	0.0019	0.0212	-0.1086
O	10.6937	8.1094	14.2982	0.1029	-0.0105	-0.1683
O	5.6918	3.9133	22.2579	-0.1225	-0.0653	-0.0343
O	4.6723	2.1411	23.9806	0.0388	0.0218	0.0389
O	13.4183	-0.8034	21.3467	-0.0285	0.0381	0.027
O	6.6417	1.0926	-0.8295	0.0702	0.0711	-0.1311
O	3.6369	7.0736	12.8348	0.0186	0.0117	-0.0071
O	-0.4793	-1.6485	22.3609	0.0622	0.0409	0.0371
O	2.4921	7.4221	-3.2683	0.048	0.0079	0.0591
O	9.7821	5.6403	19.3688	0.0571	-0.0096	-0.1232
O	2.4072	7.6209	22.9592	0.027	-0.0633	0.0911
O	0.185	0.9344	22.4858	0.0302	-0.0324	0.0359
O	5.9531	-1.3863	-1.1651	0.1075	-0.0801	-0.206
O	6.2128	1.7803	19.1163	-0.0036	0.002	-0.0012
O	0.2722	6.7891	24.2894	0.1066	-0.0081	0.0059
O	10.0588	5.6518	16.7381	-0.0933	-0.091	-0.2968
O	5.6322	7.4256	17.4653	-0.0222	-0.0334	-0.061
O	7.2134	6.4015	19.2944	0.0021	0.0098	-0.0318
O	4.0945	7.0161	15.4752	-0.0901	-0.0484	-0.1756
O	7.868	8.7665	18.2755	0.0843	0.0591	-0.0469
O	10.1306	2.9529	22.0215	0.0248	-0.0078	0.106
O	3.0966	2.2073	14.2518	0.0808	0.0942	-0.2093
O	7.6419	5.1203	15.7427	0.0743	-0.1788	-0.0876
O	7.9876	3.1442	-1.8157	0.0984	-0.0723	0.169
O	9.8506	3.9417	14.6766	-0.1141	0.007	0.1495
O	10.9726	5.745	13.1378	0.063	0.1515	0.0121
O	6.8566	2.7324	16.6968	-0.0663	0.0786	-0.2172
O	2.2926	3.6483	17.7887	-0.0611	-0.2694	-0.0673
O	10.7605	7.3185	21.9608	-0.032	0.0614	0.0599
O	5.2386	4.8803	16.7162	0.0976	-0.1916	-0.0977
O	5.0071	11.0856	19.7776	-0.0158	0.0355	0.0636
O	3.0964	9.2805	19.4996	-0.0475	0.1279	0.0442
O	-0.5954	9.2223	-0.3819	0.0871	-0.4741	0.4248
O	5.7047	8.5432	19.809	-0.0382	0.0556	0.0993
O	5.6004	3.5704	-3.0194	0.0783	0.0038	0.0241
O	3.0282	4.9271	14.427	0.0217	-0.1975	-0.1662
O	5.0269	1.4583	21.4618	0.0079	-0.0141	0.0504
O	2.3631	4.9618	20.0919	0.0198	-0.0354	-0.0016
O	12.5591	9.4648	15.6742	-0.0109	0.0594	-0.1238
O	0.5638	8.7803	20.2058	0.0247	0.1236	0.0299
O	9.8209	10.6223	18.4061	-0.0312	0.0748	-0.0118
O	12.7943	-0.6356	18.7617	-0.0323	0.2255	-0.2052
O	8	4.8327	21.2079	-0.0027	-0.0536	0.0729
O	13.1987	7.1473	14.5467	-0.1014	-0.0393	-0.0886
O	13.9918	11.4762	12.1657	0.1921	-0.0766	-0.1357
O	1.4648	-0.8021	24.0332	-0.033	0.053	0.0493
O	4.0248	0.6184	-1.2823	-0.0615	0.2385	0.001
O	2.9433	-0.3201	15.2494	0.1513	0.0397	0.0053
O	3.2531	6.1399	17.8837	-0.0139	-0.0346	-0.0501
O	1.4324	5.1049	22.5708	0.0609	0.0354	-0.004
O	12.2239	5.8209	18.242	-0.0436	-0.0115	-0.0366
O	10.498	12.698	20.1607	-0.0292	-0.0487	-0.0963
O	-0.4487	12.7972	17.6422	-0.075	-0.0968	0.1189
O	9.9252	5.284	23.3974	-0.0272	-0.0172	0.0203
O	8.6003	1.3592	18.2337	0.0646	-0.0212	-0.0414
O	4.6316	6.0038	-3.0925	-0.119	-0.043	0.1024
O	3.581	1.7607	19.2556	-0.1035	-0.0595	-0.0827
O	14.5142	7.1572	0.7334	-0.6003	-0.2124	-0.0136
O	4.2576	9.404	21.8106	-0.0254	0.0319	0.1013
O	7.0028	7.9609	-2.2888	0.0035	0.1506	0.0745
O	9.5111	8.9757	20.3927	0.0346	0.0502	-0.0801
O	3.1772	3.2562	22.0644	0.0724	-0.0614	0.0716
O	7.8875	3.8585	18.8037	-0.0239	-0.1165	-0.1192
O	10.3995	7.9119	18.1073	0.0006	0.0544	-0.104

Results
free energy: -121592.428 eV
free energy less fixed offsets of O -569.03, Si -635.61 eV per atom: 3.432 eV
pressure: -1.29 GPa
stress xx, yy, zz, yz, xz, xy (GPa, positive in tension): 1.79, 2.05, 0.03, -0.07, -0.03, -0.62

The program warned: the cutoff lies below the one the program advises for these potential files.
